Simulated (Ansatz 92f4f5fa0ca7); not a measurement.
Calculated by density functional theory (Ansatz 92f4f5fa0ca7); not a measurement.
Periodic cell of 237 atoms, Si147O90, from a study of silicon, its oxide and their interface. The atomic structure is a simulated model.
Doubt: the cutoff is far below the 930 eV that the study's wrapper takes by default for these files, so forces and energies are approximate.
This geometry differs little from another in the collection (a relaxation step or a small displacement).

Settings
functional: PBE
potential files: Ansatz PAW
basis: plane waves
wave-function cutoff: 580 eV
density cutoff ratio: 5
exchange-correlation grid ratio: 1
k mesh: 1 x 1 x 1, Gamma-centred
self-consistency stop: 5e-08 eV per atom in the density residual
occupations: fixed
spin: none
net charge: 0

Cell vectors (angstrom)
a  11.6015  0  0
b  0  10.938  0
c  0  0  33.1097

Atoms and the computed forces on them: element, x, y, z (angstrom), force x, y, z (eV/angstrom)
Si  0.0143  0.0563  24.4095  -0.0082  0.081  -0.0242
Si  4.0542  0.0641  24.3089  -0.0626  0.0851  0.0405
Si  7.6277  -0.2038  24.4715  0.0985  0.0897  0.0101
Si  2.0103  1.3373  24.2037  0.0424  -0.0611  0.0576
Si  5.9656  1.4414  24.5931  -0.0435  -0.1119  -0.0324
Si  9.5341  1.2355  24.4049  -0.0416  -0.1198  0.0393
Si  0.2424  5.1858  24.3455  -0.0484  0.0311  0.0131
Si  4.0318  5.5376  24.3627  -0.1055  0.0387  0.0338
Si  7.9241  5.5153  24.4756  -0.015  0.063  0.0061
Si  1.9665  6.7841  24.4556  0.0876  -0.0607  0.0137
Si  5.9528  6.8143  24.6781  0.0625  -0.0548  -0.054
Si  9.9885  6.6877  24.3551  0.0366  -0.0414  0.0453
Si  2.0354  2.6204  26.2668  -0.0186  -0.0812  -0.0561
Si  5.8635  2.8324  26.4439  -0.0019  -0.0287  0.019
Si  9.6787  2.6148  26.3659  0.0224  -0.0491  -0.035
Si  0.0677  3.9057  26.3047  -0.0312  0.0609  0.0164
Si  3.8804  4.1002  26.2878  0.0076  0.0995  -0.0639
Si  7.8538  4.1149  26.406  -0.023  0.0615  -0.0256
Si  2.0104  8.2307  26.3535  -0.0269  -0.0666  -0.0286
Si  5.8495  8.2263  26.5116  -0.0575  -0.0709  0.0166
Si  9.8135  8.1134  26.3159  -0.0221  -0.0898  -0.0498
Si  0.0608  9.5983  26.3603  0.007  0.0344  0.006
Si  3.9347  9.624  26.3127  0.027  0.0806  -0.048
Si  7.8365  9.4278  26.3941  0.0465  0.0951  -0.0244
Si  0.0528  0.0028  28.2971  -0.0104  -0.0619  -0.0049
Si  3.9103  0.0016  28.2755  0.0305  -0.0383  0.0319
Si  7.7894  -0.0252  28.2618  -0.033  -0.0258  0.01
Si  1.9893  1.3461  28.2642  0.0026  0.0668  0.0486
Si  5.8499  1.355  28.2909  0.012  0.0332  -0.0137
Si  9.7075  1.3243  28.317  0.0249  0.038  0.0197
Si  0.0488  5.4049  28.2166  0.0254  -0.0325  -0.017
Si  3.8689  5.4526  28.2509  -0.0053  -0.0428  0.0401
Si  7.7919  5.4936  28.3052  -0.0077  -0.0467  0.0191
Si  1.957  6.8297  28.2689  -0.0276  0.032  0.0255
Si  5.8116  6.7818  28.3401  0.0171  0.0636  0.0128
Si  9.7461  6.8065  28.2809  0.0003  0.0387  0.0224
Si  1.9336  2.7345  30.2105  0.0458  -0.0306  -0.1134
Si  5.8008  2.7345  30.2105  0.0742  -0.0407  0.0672
Si  9.6679  2.7345  30.2105  0.0123  0.0145  0.0805
Si  0  4.1018  30.2105  0.1014  -0.0791  -0.1677
Si  3.8672  4.1018  30.2105  -0.0766  -0.0468  -0.1618
Si  7.7343  4.1018  30.2105  0.065  -0.0143  0.0636
Si  1.9336  8.2035  30.2105  -0.0481  -0.0371  -0.0115
Si  5.8008  8.2035  30.2105  -0.0243  -0.0707  0.2704
Si  9.6679  8.2035  30.2105  0.1511  -0.0364  -0.0706
Si  0  9.5708  30.2105  0.0665  -0.0617  0.1249
Si  3.8672  9.5708  30.2105  0.0828  -0.0322  -0.0941
Si  7.7343  9.5708  30.2105  -0.0157  -0.0838  -0.0942
Si  0  0  32.1441  -0.0016  0.0566  0.0284
Si  3.8672  0  32.1441  -0.0258  -0.0082  -0.0186
Si  7.7343  0  32.1441  0.0167  0.0369  0.011
Si  1.9336  1.3673  32.1441  -0.012  -0.0727  -0.0497
Si  5.8008  1.3673  32.1441  -0.0085  -0.0004  -0.0084
Si  9.6679  1.3673  32.1441  0.0177  -0.0411  0.0128
Si  0  5.469  32.1441  -0.0055  0.1036  -0.0095
Si  3.8672  5.469  32.1441  0.0266  0.0414  -0.0143
Si  7.7343  5.469  32.1441  -0.0048  -0.0047  0.0072
Si  1.9336  6.8362  32.1441  0.0148  -0.1009  0.0161
Si  5.8008  6.8362  32.1441  0.0065  0.0266  0.0299
Si  9.6679  6.8362  32.1441  -0.0081  -0.0607  0.0091
Si  1.9336  2.7345  0.9679  -0.0247  0.0789  -0.0529
Si  5.8008  2.7345  0.9679  -0.003  0.0303  0.0659
Si  9.6679  2.7345  0.9679  -0.0358  0.0294  0.0517
Si  0  4.1018  0.9679  -0.0607  0.0257  0.0637
Si  3.8672  4.1018  0.9679  -0.1108  0.1206  0.0262
Si  7.7343  4.1018  0.9679  0.0458  0.0391  -0.0572
Si  1.9336  8.2035  0.9679  -0.149  0.0591  0.3325
Si  5.8008  8.2035  0.9679  -0.0354  0.0205  0.0513
Si  9.6679  8.2035  0.9679  0.0429  0.0878  0.018
Si  0  9.5708  0.9679  -0.0562  0.0451  0.0109
Si  3.8672  9.5708  0.9679  0.0262  0.0252  -0.1967
Si  7.7343  9.5708  0.9679  -0.0356  0.0222  -0.0183
Si  -0.0348  0.0177  2.9042  -0.0095  -0.06  -0.0224
Si  3.8347  0.0292  2.8593  0.0021  -0.05  -0.0043
Si  7.7102  0.0193  2.8897  -0.0235  -0.0607  -0.002
Si  1.8943  1.3624  2.8839  0.0215  0.0603  0.0152
Si  5.7756  1.3851  2.9122  0.0131  0.0444  0
Si  9.636  1.3777  2.9135  -0.0073  0.0694  -0.0156
Si  -0.0529  5.471  2.918  -0.014  -0.0461  -0.0012
Si  3.7948  5.5333  2.8758  -0.0109  -0.0583  -0.0345
Si  7.7184  5.5119  2.8671  -0.0061  -0.0448  -0.0125
Si  1.8479  6.8714  2.9664  0.0145  0.0537  -0.0135
Si  5.7728  6.831  2.8979  -0.018  0.0513  -0.0165
Si  9.6406  6.8741  2.9219  0.011  0.0349  -0.0042
Si  1.8723  2.7069  4.8242  0.0066  -0.0909  0.0157
Si  5.7347  2.8972  4.7549  -0.0023  -0.0763  0.0081
Si  9.5624  2.7458  4.8574  0.0122  -0.1015  0.0432
Si  -0.0653  4.0653  4.8402  0.0225  0.0999  0.0328
Si  3.7623  4.1525  4.7669  -0.0059  0.0874  0.0078
Si  7.7008  4.2021  4.8088  -0.0043  0.0915  0.0057
Si  1.8311  8.2475  4.9568  -0.0348  -0.1174  0.0508
Si  5.7675  8.2107  4.8132  0.0276  -0.0871  0.0133
Si  9.642  8.2612  4.8675  -0.0169  -0.0851  0.0145
Si  -0.0726  9.6801  4.8927  0.0414  0.0626  0.0292
Si  3.8018  9.4845  4.6779  0.0211  0.0711  -0.0168
Si  7.6715  9.6264  4.8382  -0.0081  0.1036  0.0444
Si  -0.1867  0.1253  6.8798  0.0097  0.0964  -0.0291
Si  3.817  -0.0838  6.5203  -0.0791  0.1704  0.0182
Si  7.399  0.1304  6.7578  0.0077  0.1223  -0.0511
Si  1.9003  1.2822  6.76  -0.0424  -0.1252  -0.0549
Si  5.4904  1.5571  6.6352  0.0582  -0.1548  -0.0108
Si  9.4126  1.4629  6.8867  -0.0227  -0.094  0.0155
Si  0.0626  5.3839  6.819  -0.0356  0.0785  -0.0814
Si  3.8112  5.4959  6.7227  0.0125  0.0974  -0.0181
Si  7.7253  5.6162  6.7374  -0.0112  0.0749  -0.0446
Si  1.907  6.8431  6.9467  0.0075  -0.0406  -0.0712
Si  5.734  6.8692  6.7887  0.0081  -0.0947  -0.0521
Si  9.7238  6.8887  6.8347  0.036  -0.1059  -0.0084
O  5.6169  7.7238  8.2255  -0.0167  0.0806  0.0361
O  7.6507  4.6208  8.0719  0.0314  -0.0401  0.0152
O  11.4135  10.035  8.1883  -0.0224  -0.0644  0.0213
O  9.3157  2.535  8.1683  -0.0072  0.0619  -0.005
O  6.9368  9.9868  7.9452  -0.033  -0.0523  0.0285
O  9.6949  7.9589  8.1212  0.0075  0.0738  0.0345
O  0.7471  5.6806  10.283  0.0127  0.0146  -0.0083
O  5.0348  2.3225  8.0741  -0.029  0.0295  -0.0073
O  0.3682  4.2779  8.0729  -0.0035  -0.0486  0.0596
O  4.1825  9.9542  7.8886  0.0413  -0.0289  0.0008
O  3.6626  4.5657  8.09  0.0008  -0.0646  0.0094
O  2.3141  2.1938  8.0885  0.0547  0.0541  0.0003
O  1.5109  7.7402  23.1481  -0.0322  0.0126  0.0236
O  6.4231  2.3227  23.2405  0.0367  0.0186  0.016
O  0.0128  9.9851  23.1007  0.0043  -0.0418  0.0331
O  1.9872  2.251  22.8054  -0.0262  0.0535  -0.0666
O  4.332  4.8027  22.8943  0.035  -0.0177  -0.0301
O  4.4779  10.0085  23.0252  0.0323  -0.0449  -0.0011
O  9.1768  2.2809  23.1443  -0.0226  0.0557  -0.0224
O  5.866  7.6955  23.286  0.013  0.0176  0.0421
O  10.3622  7.6328  23.011  0.0131  0.0379  -0.0153
O  7.8109  4.6007  23.093  -0.016  -0.0411  0.0024
O  7.1885  9.9711  23.0167  -0.0727  -0.0557  -0.0288
O  0.4801  4.4215  22.8553  0.0216  -0.0385  -0.0426
Si  1.1847  7.2257  10.0139  -0.0052  -0.0159  -0.0202
Si  8.7419  3.8297  8.9804  0.0428  -0.0058  -0.0518
Si  1.3444  3.4337  21.8488  0.006  0.0142  0.0436
Si  4.1122  4.8155  21.2677  -0.0169  0.0021  -0.0055
Si  10.0594  0.9709  17.1283  0.0163  0.0048  0.0189
Si  4.3026  6.6334  13.6643  -0.0096  0.0028  0.006
Si  10.3372  2.955  14.7455  0.0009  -0.0102  -0.0196
Si  3.6271  3.0224  8.6038  -0.0293  0.0113  -0.0155
Si  -6.472  7.5907  19.9835  -0.0234  -0.0237  -0.0454
Si  7.8703  4.5896  14.3113  -0.0141  -0.0104  -0.0102
Si  8.9017  0.1504  10.8861  -0.0038  -0.0335  0.0322
Si  0.131  8.4437  22.5989  -0.019  0.0001  0.01
Si  7.4621  10.4513  16.4485  -0.0189  0.0145  -0.0169
Si  2.7945  12.2801  17.6445  -0.0077  0.0006  0.0098
Si  1.8094  8.0982  12.856  0.0085  -0.0059  -0.0018
Si  11.5229  4.4399  9.6575  -0.0019  0.0058  -0.0221
Si  -2.7398  7.786  16.6668  -0.014  -0.0027  -0.0009
Si  5.9869  10.9006  10.9939  -0.0018  0.0179  0.0416
Si  3.6561  -0.9864  19.1105  -0.0004  -0.0308  -0.0071
Si  5.8158  9.1503  22.5839  0.0135  0.0365  0.0365
Si  11.1216  -2.6196  14.6268  0.0173  -0.0018  -0.0056
Si  17.128  1.0409  18.328  0.0097  0.0145  0.0161
Si  5.3597  4.9434  15.8447  0.0168  0.0084  0.0178
Si  10.9962  2.0604  11.669  -0.0026  -0.0048  0.0104
Si  7.1988  4.3642  11.438  -0.0343  -0.0049  0.0187
Si  11.4065  9.1208  17.3191  0.0325  0.0126  0.0066
Si  4.6458  13.6908  11.2742  -0.0005  -0.016  0.0229
Si  3.6221  3.7575  13.8328  0.0163  -0.0164  -0.0155
Si  7.1183  6.9832  12.7297  -0.0092  -0.0074  0.0067
Si  12.1303  10.7382  13.2978  0.0094  0.0083  -0.01
Si  13.001  -8.6518  15.0038  0.0221  -0.0068  0.0056
Si  5.5507  9.3261  8.5401  0.014  -0.0529  -0.0277
Si  6.6928  3.4034  19.8993  -0.0064  0.0128  -0.0069
Si  7.5658  10.0425  13.2615  -0.0099  0.0256  0.0006
Si  0.2609  1.6941  19.4806  0.0231  0.0026  -0.0016
Si  10.502  9.0105  9.0812  -0.0016  -0.0041  -0.0386
Si  7.7904  3.0253  22.6649  0.0108  0.0106  0.017
Si  6.926  5.8679  18.1789  -0.0142  -0.0098  0.0385
Si  12.5261  9.687  20.015  0.0096  0.0103  -0.0052
O  5.6865  8.7342  21.0198  -0.0052  -0.0205  -0.0049
O  12.4311  8.9805  18.5499  -0.0155  -0.0034  -0.0125
O  9.6719  -3.2052  15.1926  0.0009  -0.004  -0.0047
O  -2.8007  10.7791  12.4881  -0.0129  -0.0134  -0.0103
O  7.6064  8.8377  16.6768  0.0063  -0.0023  0.004
O  11.7158  11.1102  20.0887  -0.0096  0.0016  0.0075
O  8.1548  6.3916  17.1995  0.0214  0.0187  -0.0142
O  13.3437  -1.2089  12.9092  -0.0057  0.0005  -0.0083
O  3.6735  5.2227  13.1183  0.0052  0.0034  -0.0082
O  7.7839  8.4548  12.8822  0.0015  -0.0137  -0.0128
O  12.4913  0.851  14.4669  0.0034  0.0026  0.0063
O  10.9166  -1.1463  13.9027  -0.0103  -0.0106  -0.0024
O  5.495  7.1676  12.699  0.0005  -0.0074  -0.0067
O  13.7241  3.1718  13.8624  -0.0098  -0.0013  -0.006
O  13.6901  7.6197  11.3156  0.0098  0.0082  0.0093
O  1.9077  7.4133  8.5444  -0.0016  0.0284  0.0665
O  6.7539  4.1986  15.4147  -0.0099  -0.0015  -0.0027
O  2.517  9.9753  20.2999  0.0011  0.0039  0.0048
O  7.742  2.9738  21.0579  -0.0045  -0.0034  -0.0254
O  7.5779  3.7811  12.9219  -0.0012  0.005  -0.0012
O  4.1463  8.4007  18.9381  0.0015  0.0118  0.0151
O  9.4749  9.843  10.0158  -0.019  0.0298  0.0019
O  5.6634  4.0096  11.0639  0.0375  0.0041  -0.0209
O  6.152  10.4959  12.568  0.0108  -0.0079  -0.0058
O  11.7128  14.1273  10.7111  -0.0019  -0.0098  -0.0175
O  10.5079  13.5764  13.1331  -0.0021  0.0007  0.0123
O  12.0574  8.4672  15.9711  -0.0101  -0.0039  -0.0034
O  2.3737  12.8267  16.2032  -0.0114  0.0069  -0.024
O  9.3486  4.2356  14.8703  0.0028  0.0053  0.0064
O  9.7936  1.4895  10.7381  0.016  0.0064  -0.0167
O  7.4748  6.0008  11.4383  -0.0017  0.0084  0.0017
O  5.5684  5.33  17.4044  -0.0139  -0.006  -0.031
O  4.2948  -4.5917  20.6764  0.0152  0.0344  0.0028
O  7.6956  6.1812  14.0312  0.007  0.0019  0.0042
O  7.5455  10.5563  14.8082  -0.0024  -0.0061  0.0125
O  -0.1266  8.1901  10.0851  0.0134  -0.0132  -0.002
O  5.2335  3.868  20.5225  0.0119  -0.0103  0.013
O  11.8829  11.6511  11.963  0.0066  -0.0041  -0.0095
O  2.5746  4.2297  21.0715  0.0152  0.0144  0.0203
O  0.4179  7.4651  13.5288  -0.0124  0.009  -0.0001
O  -2.9913  11.202  17.3431  0.0044  -0.0006  0.0013
O  0.2672  8.5709  20.9925  0.0003  0.0125  -0.0263
O  0.3275  2.7865  20.7148  -0.0245  -0.0128  0.0013
O  4.1969  3.8908  15.3674  0.0105  0.0092  0.0053
O  2.9798  10.6384  17.7577  0.007  0.0082  0.002
O  9.944  4.8339  9.4688  -0.0148  -0.0314  -0.0083
O  11.7775  3.2776  15.4388  -0.0019  0.0058  -0.0002
O  -4.197  11.3997  10.3541  -0.0052  -0.0052  -0.0203
O  4.9886  6.3674  15.1242  -0.0003  -0.0096  0.0014
O  3.1027  7.7056  13.7605  0.0002  -0.002  -0.0062
O  7.4314  4.5968  19.0608  0.0081  0.0096  -0.0029
O  4.9489  10.9169  19.4481  -0.0109  0.0119  -0.0001
O  10.0167  8.3241  17.7014  -0.0152  -0.0084  0.0046
O  3.4413  3.087  10.2267  0.0079  -0.0005  0.0139
O  6.091  0.1755  17.0425  0.0201  -0.0146  -0.015
O  5.4677  9.6025  10.147  0.0002  0.0162  0.0011
O  9.7963  1.7406  15.6999  0.0004  0.011  -0.006
O  4.3964  2.6918  12.8811  -0.0037  0.0119  0.0087
O  10.6118  1.8964  18.3956  -0.0213  -0.0112  -0.0171
O  6.4422  7.0565  19.1787  0.0111  -0.0023  0.008
O  11.1569  -0.2319  16.9925  -0.0137  -0.0008  -0.0079
O  6.5978  2.0711  18.9609  -0.004  -0.0141  -0.0016
O  1.698  1.8544  18.7258  0.0033  -0.0058  0.0015
O  8.0298  3.4736  10.3806  -0.021  0.0108  0.0145
O  5.0104  12.1671  10.8622  0.0109  0.001  -0.0269
O  4.2688  1.9898  17.8901  -0.0133  -0.0037  -0.0078

Results
free energy: -144629.347 eV
free energy less fixed offsets of O -568.88, Si -635.61 eV per atom: 4.523 eV

The program warned: the cutoff lies below the one the program advises for these potential files; the exchange-correlation potential is rough where the density is thin.
